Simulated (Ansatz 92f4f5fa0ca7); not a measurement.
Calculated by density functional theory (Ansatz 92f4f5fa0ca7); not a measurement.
Periodic cell of 224 atoms, Si133O88H3, from a study of silicon, its oxide and their interface. The atomic structure is a simulated model.
Doubt: the cutoff is low for norm-conserving oxygen, so forces and energies are approximate.
Doubt: the program's own warning below bears on the result.

Settings: functional HSE06; potential files SPMS norm-conserving; basis plane waves; wave-function cutoff 800 eV; density cutoff ratio 4; exchange-correlation grid ratio 1; k mesh 1 x 1 x 1, Gamma-centred; occupations fixed; spin none; net charge -1 e, with a uniform compensating background and no finite-size correction.

Cell vectors (angstrom)
a  10.938  0  0
b  0  10.938  0
c  0  0  31.948

Atoms: element, x, y, z (angstrom)
Si  0.301  10.5423  24.3977
Si  5.2267  0.1449  24.5273
Si  2.9787  2.3423  24.5256
Si  7.9375  2.9258  24.5004
Si  10.6308  5.4221  24.445
Si  5.772  5.2036  24.438
Si  2.5926  8.3572  24.537
Si  8.5305  7.7759  24.4197
Si  1.3642  1.227  25.8025
Si  6.8226  1.315  25.7982
Si  4.1426  4.0257  25.7217
Si  9.4819  4.0236  25.906
Si  1.3673  6.6747  25.6667
Si  6.9049  6.752  25.8046
Si  4.0929  9.5337  25.8972
Si  9.614  9.4399  25.7097
Si  2.7239  -0.0523  27.2563
Si  8.2443  -0.0805  27.0852
Si  0.0068  2.6497  27.1408
Si  5.4724  2.6902  27.1848
Si  2.7593  5.3919  27.0858
Si  8.1919  5.4276  27.2723
Si  0.0438  8.0972  27.115
Si  5.5173  8.1436  27.1479
Si  4.0962  1.3513  28.5637
Si  9.5749  1.3003  28.5069
Si  1.3765  4.0575  28.4892
Si  6.8165  4.0544  28.579
Si  4.1078  6.7851  28.4907
Si  9.5986  6.8126  28.55
Si  1.3582  9.4856  28.5438
Si  6.8651  9.5394  28.5056
Si  0.011  -0.0376  29.8928
Si  5.4902  -0.019  29.889
Si  2.7351  2.7327  29.9034
Si  8.2216  2.6983  29.8963
Si  0.0271  5.4412  29.8894
Si  5.4644  5.4537  29.9054
Si  2.7578  8.1656  29.8932
Si  8.2246  8.1914  29.898
Si  1.3673  1.3673  31.2643
Si  6.8362  1.3673  31.2643
Si  4.1018  4.1018  31.2643
Si  9.5708  4.1018  31.2643
Si  1.3673  6.8362  31.2643
Si  6.8362  6.8362  31.2643
Si  4.1018  9.5708  31.2643
Si  9.5708  9.5708  31.2643
Si  2.7345  0  0.6835
Si  8.2035  0  0.6835
Si  0  2.7345  0.6835
Si  5.469  2.7345  0.6835
Si  2.7345  5.469  0.6835
Si  8.2035  5.469  0.6835
Si  0  8.2035  0.6835
Si  5.469  8.2035  0.6835
Si  4.1028  1.386  2.0662
Si  9.531  1.4168  2.038
Si  1.3473  4.1292  2.0533
Si  6.8154  4.1122  2.0585
Si  4.1111  6.8493  2.0598
Si  9.5638  6.8573  2.0595
Si  1.3821  9.5585  2.0287
Si  6.8143  9.599  2.0606
Si  -0.0062  0.0267  3.2993
Si  5.4783  0.0506  3.4748
Si  2.7502  2.8025  3.4016
Si  8.1615  2.7688  3.4617
Si  -0.0126  5.5034  3.4504
Si  5.484  5.5073  3.4378
Si  2.7742  8.248  3.4373
Si  8.1846  8.2375  3.4093
Si  1.3766  1.3501  4.6407
Si  6.7695  1.4643  4.8988
Si  4.0785  4.1915  4.8122
Si  9.4937  4.1828  4.8158
Si  1.3692  6.9249  4.7888
Si  6.9056  6.8298  4.8155
Si  4.1323  9.6128  4.8578
Si  9.5328  9.7035  4.6879
Si  2.7342  0.1136  6.1417
Si  8.2055  0.0656  6.1908
Si  -0.0406  2.6823  5.9399
Si  5.5018  2.9711  6.2581
Si  2.7104  5.6039  6.2176
Si  8.1784  5.4808  6.3244
Si  -0.0001  8.3958  6.0205
Si  5.5423  8.2107  6.1774
Si  3.7726  1.8408  7.4012
Si  9.8236  1.2335  7.4782
Si  1.4186  3.906  7.2359
Si  6.62  4.3995  7.9139
Si  4.3395  6.7393  7.5877
Si  9.5124  7.1831  7.395
Si  1.1162  9.9268  7.4445
Si  7.1924  9.3065  7.487
O  9.6211  6.6162  23.8849
O  4.1115  1.2525  23.994
O  8.3594  8.2229  8.0138
O  2.5758  2.9036  7.8475
O  6.8533  4.0603  23.9229
O  1.463  9.4349  24.0008
O  5.3968  5.6101  8.1305
O  -0.0042  0.0972  7.9696
H  6.586  9.8834  8.7235
O  10.6523  6.8256  8.5903
O  1.7143  9.2616  8.8357
O  4.2265  1.292  8.878
O  0.3575  4.2594  8.4619
O  9.2526  1.9755  8.8585
O  3.7385  7.539  8.9231
H  7.9462  8.3455  23.1725
H  8.5987  2.33  23.3002
O  5.2598  5.9695  23.0615
O  2.2409  2.8399  23.1436
O  10.6854  0.1118  22.9165
O  0.0421  4.3863  23.1847
O  3.4385  7.9142  23.1977
O  5.9052  10.3917  23.1858
Si  9.5598  9.3194  14.9605
Si  2.4367  4.9754  11.58
Si  0.8428  0.7038  14.6759
Si  10.0443  9.9379  18.8512
Si  6.8083  0.4106  11.6397
Si  9.557  7.1886  12.689
Si  2.0411  9.2086  17.9358
Si  2.9596  8.7198  9.734
Si  4.1738  2.5041  16.841
Si  4.5062  7.1561  22.2394
Si  10.8694  5.3498  16.7467
Si  2.6137  6.3764  17.8717
Si  0.9666  2.5599  17.2457
Si  5.7312  6.6101  16.9608
Si  8.5914  4.7316  11.4457
Si  11.0017  5.4963  9.4719
Si  3.0973  0.1133  20.1884
Si  1.628  7.5798  12.441
Si  5.7176  9.8878  21.6476
Si  1.3555  1.9055  11.7412
Si  0.2592  0.5535  21.4272
Si  2.6871  9.447  14.8049
Si  8.9342  3.3126  15.5416
Si  1.0268  3.4603  22.2615
Si  9.3429  1.8682  10.4886
Si  5.5759  8.7866  14.9828
Si  6.7961  8.3104  12.2717
Si  3.0401  5.0678  20.4892
Si  9.3974  1.6403  18.2253
Si  7.9354  0.9165  14.4106
Si  5.9505  4.305  15.1024
Si  7.003  0.9148  19.7678
Si  5.5579  5.4947  12.0979
Si  4.6584  2.7008  19.751
Si  4.023  0.6229  10.3298
Si  6.0415  0.2827  16.7646
Si  8.7245  7.6682  17.5812
O  0.1133  1.7678  18.425
O  6.0151  9.6824  16.2687
O  1.482  5.5562  10.3467
O  6.9468  4.9218  11.4009
O  3.3938  1.6747  19.8484
O  7.1128  7.2365  17.6728
O  6.9426  1.0723  13.1403
O  5.6884  7.1385  11.9432
O  5.4043  1.0503  11.109
O  10.2641  10.6697  20.3209
O  8.9862  8.7264  16.3648
O  1.8663  3.4702  11.9042
O  0.582  1.8562  15.8134
O  8.9003  2.7174  17.0937
O  8.8449  3.1259  11.4254
O  4.9395  3.0678  18.1772
O  2.3551  11.0371  14.7501
O  7.0707  1.0718  15.7888
O  9.5807  5.2703  10.2587
O  2.5847  2.6223  17.1746
O  1.4504  6.1059  16.6598
O  2.1586  7.7454  18.6233
O  5.988  2.0287  20.3973
O  9.1709  8.5346  18.9251
O  3.6209  6.4871  21.0381
O  0.8062  1.3696  13.1957
O  2.1451  6.0544  12.7971
O  8.4176  1.75  19.5541
O  1.8207  8.498  13.7897
O  2.6547  1.0928  11.1414
O  9.2383  10.9862  17.8632
O  6.9692  10.5375  20.7709
O  9.1712  2.0068  14.5358
O  10.9908  7.4911  11.9791
O  6.7289  8.5704  13.8813
O  6.4685  0.3667  18.3245
O  0.382  4.0393  17.5837
O  9.1735  5.5803  12.7639
O  8.5291  10.3555  14.2626
O  8.2484  0.6889  10.8877
O  2.4423  8.1917  11.1884
O  4.2322  9.3586  14.2951
O  6.5358  9.7359  11.5602
O  5.604  8.2406  21.6425
O  9.7279  7.9213  14.1386
O  8.3168  7.8667  11.8715
O  2.5146  5.1757  18.9521
O  1.7714  0.0278  21.1144
O  1.7172  4.5217  21.246
O  10.9537  1.6815  10.8142
O  10.0139  4.5847  15.5026
O  4.2958  4.03  20.5942
O  5.5535  5.0318  13.6918
O  0.4982  9.6617  18.0639
O  4.2615  6.5284  17.6948
O  3.9654  9.9478  10.1074
O  2.522  9.0094  16.3823
O  2.9537  10.2731  18.7574
O  7.4702  3.7365  14.9431
O  5.2995  7.3304  15.5829
O  10.8922  10.2845  15.0277
O  4.3197  10.4139  21.0185
O  4.5527  0.9315  16.6282
O  4.7048  3.2922  15.5003
O  9.7601  6.3762  17.4139
O  0.2535  2.2211  21.4706
O  6.1689  5.1416  16.4834
O  4.1096  4.9964  11.4297

Results
free energy: -54526.732 eV
free energy less fixed offsets of H -15.86, O -447.96, Si -113.29 eV per atom: 8.898 eV
gap between the highest filled and lowest empty level on this k mesh: 0.585 eV

The program warned: the cutoff lies below the one the program advises for these potential files; the model core charge is not resolved on the grid; the forces do not sum to zero within the program's tolerance; the exchange-correlation potential is rough where the density is thin.
